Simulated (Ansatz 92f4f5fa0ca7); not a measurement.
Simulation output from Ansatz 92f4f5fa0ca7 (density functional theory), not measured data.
Periodic cell of 237 atoms, Si147O90, from a study of silicon, its oxide and their interface. The atomic structure is a simulated model.
Doubt: the cutoff is far below the 930 eV that the study's wrapper takes by default for these files, so forces and energies are approximate.
This geometry differs little from another in the collection (a relaxation step or a small displacement).

Settings
functional: PBE
potential files: Ansatz PAW
basis: plane waves
wave-function cutoff: 580 eV
density cutoff ratio: 5
exchange-correlation grid ratio: 1
k mesh: 1 x 1 x 1, Gamma-centred
self-consistency stop: 5e-08 eV per atom in the density residual
occupations: fixed
spin: none
net charge: 0

Cell vectors (angstrom)
a  11.6015  0  0
b  0  10.938  0
c  0  0  32.786

Atoms: element, x, y, z (angstrom)
Si  -0.0929  -0.0464  24.0998
Si  3.715  -0.2027  24.2473
Si  7.4898  0.0697  23.9952
Si  1.88  1.2555  24.1906
Si  5.4677  1.3261  24.007
Si  9.5533  1.3203  24.061
Si  -0.1656  5.4882  23.9598
Si  3.6432  5.2206  24.1864
Si  7.4434  5.4508  24.038
Si  1.8501  6.7265  24.11
Si  5.4471  6.7341  24.1306
Si  9.3695  6.7913  24.0225
Si  1.7577  2.6958  26.0651
Si  5.6594  2.6435  25.995
Si  9.5359  2.7055  26.0061
Si  -0.1489  4.1365  25.9811
Si  3.7255  3.9624  26.1263
Si  7.564  4.038  25.9603
Si  1.7971  8.1135  26.0472
Si  5.6997  8.1478  26.0393
Si  9.5288  8.2016  25.9626
Si  -0.1067  9.5284  26.034
Si  3.7477  9.4298  26.1523
Si  7.5901  9.6126  25.9778
Si  -0.0918  -0.0219  27.9572
Si  3.7842  -0.0047  27.9712
Si  7.6666  -0.0147  27.9517
Si  1.8304  1.333  27.9821
Si  5.7324  1.3298  27.9545
Si  9.5907  1.3624  27.9558
Si  -0.0957  5.4574  27.9482
Si  3.801  5.4591  27.9585
Si  7.671  5.4266  27.9168
Si  1.8484  6.788  27.9821
Si  5.7552  6.7959  27.967
Si  9.5801  6.8369  27.9259
Si  1.9336  2.7345  29.8867
Si  5.8008  2.7345  29.8867
Si  9.6679  2.7345  29.8867
Si  0  4.1018  29.8867
Si  3.8672  4.1018  29.8867
Si  7.7343  4.1018  29.8867
Si  1.9336  8.2035  29.8867
Si  5.8008  8.2035  29.8867
Si  9.6679  8.2035  29.8867
Si  0  9.5708  29.8867
Si  3.8672  9.5708  29.8867
Si  7.7343  9.5708  29.8867
Si  0  0  31.8203
Si  3.8672  0  31.8203
Si  7.7343  0  31.8203
Si  1.9336  1.3673  31.8203
Si  5.8008  1.3673  31.8203
Si  9.6679  1.3673  31.8203
Si  0  5.469  31.8203
Si  3.8672  5.469  31.8203
Si  7.7343  5.469  31.8203
Si  1.9336  6.8362  31.8203
Si  5.8008  6.8362  31.8203
Si  9.6679  6.8362  31.8203
Si  1.9336  2.7345  0.9679
Si  5.8008  2.7345  0.9679
Si  9.6679  2.7345  0.9679
Si  0  4.1018  0.9679
Si  3.8672  4.1018  0.9679
Si  7.7343  4.1018  0.9679
Si  1.9336  8.2035  0.9679
Si  5.8008  8.2035  0.9679
Si  9.6679  8.2035  0.9679
Si  0  9.5708  0.9679
Si  3.8672  9.5708  0.9679
Si  7.7343  9.5708  0.9679
Si  0.0917  -0.0426  2.9891
Si  3.9515  0.0014  2.8837
Si  7.8346  -0.0547  2.9458
Si  2.0079  1.3421  2.8979
Si  5.9309  1.2931  2.8173
Si  9.7451  1.3442  2.9082
Si  0.044  5.536  2.872
Si  3.9506  5.6005  2.7741
Si  7.8116  5.517  2.9142
Si  1.9787  6.87  2.869
Si  5.9042  6.9011  2.9163
Si  9.712  6.9237  2.9616
Si  2.1251  2.8212  4.7328
Si  5.9988  2.7691  4.5974
Si  9.7832  2.8413  4.7402
Si  0.1606  4.1268  4.7416
Si  4.0828  4.081  4.4927
Si  7.8695  4.2466  4.9115
Si  2.1275  8.0832  4.8731
Si  5.9196  8.2115  4.912
Si  9.7466  8.3149  4.9499
Si  0.1621  9.536  5.0279
Si  3.9965  9.5609  4.8044
Si  7.7638  9.7365  5.0623
Si  0.1694  0.2697  6.7996
Si  4.0246  0.0526  6.6946
Si  7.6835  0.5089  6.9646
Si  2.1561  1.4608  6.639
Si  5.585  1.9124  6.7284
Si  9.773  1.5906  6.7126
Si  0.3097  5.4206  6.6952
Si  4.4306  4.8809  6.6099
Si  7.9846  5.6965  6.9711
Si  2.4472  6.4275  6.6828
Si  5.8805  6.7715  6.8476
Si  10.0736  6.9241  6.8383
O  4.0088  9.983  8.0457
O  1.4439  0.6768  13.4008
O  4.9432  3.4013  7.4036
O  12.1308  11.0358  8.4728
O  5.3415  7.652  8.1931
O  9.8723  2.6718  7.9887
O  7.8224  4.7927  8.3629
O  -0.8108  6.3986  15.6312
O  0.2976  4.4512  8.0514
O  7.7827  10.625  8.4158
O  2.6853  7.5918  7.8503
O  10.5766  7.9228  8.0888
O  2.2081  14.0425  13.9255
O  11.6398  4.3303  22.7524
O  7.3362  4.6536  22.5689
O  5.0283  7.6104  22.7557
O  2.2769  12.6829  18.2439
O  4.9405  2.1221  22.6105
O  2.2165  2.1091  22.7924
O  9.694  2.4262  22.8191
O  7.2528  9.8608  22.7982
O  3.605  4.3975  22.7184
O  1.2871  10.5495  16.9738
O  8.9287  7.6874  22.6728
Si  4.5834  3.8719  16.9961
Si  2.1354  -2.5977  10.9701
Si  6.243  10.3586  15.017
Si  1.2964  8.9813  17.3271
Si  10.88  1.2589  19.7899
Si  -6.0006  6.5484  17.5513
Si  13.9712  11.1606  12.1322
Si  1.2171  12.2881  9.3335
Si  -2.2064  5.7137  15.1923
Si  -4.0038  7.9165  13.996
Si  7.8464  2.0235  11.4842
Si  -0.7447  18.5567  19.2652
Si  8.1239  2.1707  19.2964
Si  4.8314  7.878  14.7289
Si  19.5887  15.4785  21.0817
Si  8.5439  7.5672  11.058
Si  0.7963  6.5431  15.7368
Si  2.58  -4.5082  13.2766
Si  6.3348  12.4662  17.1012
Si  3.2312  -3.3173  19.2693
Si  11.0146  9.6547  21.3254
Si  8.1844  -2.0276  21.8671
Si  -2.9331  14.1807  16.5743
Si  3.6563  8.3674  22.2483
Si  1.0379  2.0374  14.2106
Si  20.1272  -0.6494  9.8291
Si  9.7671  13.9847  13.8852
Si  2.6027  3.1032  19.0991
Si  3.6345  3.8372  14.0266
Si  22.2126  3.4065  21.882
Si  12.6493  12.1132  17.3109
Si  10.8691  8.4789  9.5957
Si  3.9226  -2.5231  8.5372
Si  10.8889  3.5364  8.9383
Si  5.2321  1.447  12.8828
Si  8.384  4.7171  9.8924
Si  7.7622  7.2691  19.4782
Si  3.529  2.8568  22.1564
Si  1.1041  5.5274  18.6563
O  24.0477  -13.3846  9.9784
O  7.2234  2.5856  16.2357
O  11.7409  -8.4579  9.8388
O  11.5747  -0.1174  20.3279
O  -2.0373  4.6917  13.9005
O  10.1279  7.5041  10.6773
O  -3.8005  3.3657  10.5649
O  1.3893  16.9485  14.3162
O  2.2206  2.0611  8.229
O  9.2633  7.7239  19.0847
O  0.0373  9.8178  22.8153
O  2.1093  6.4729  19.5245
O  -5.5433  7.4287  13.7369
O  -0.3196  2.6057  13.5066
O  8.4524  -3.0767  12.6388
O  3.6007  8.4159  20.6294
O  -0.2415  8.1748  20.7269
O  4.8288  13.8233  13.5084
O  3.3119  2.8087  20.5348
O  3.5449  -2.5493  10.128
O  8.4639  11.6085  10.7965
O  -0.2939  1.419  18.2177
O  6.9652  7.2813  18.0559
O  -2.6417  2.9903  18.1483
O  3.5603  4.0861  18.23
O  5.7992  15.8673  17.326
O  7.9299  17.032  10.6741
O  3.6599  -1.0358  22.7985
O  9.6143  4.4758  21.157
O  1.3229  -5.2702  17.0293
O  12.5104  12.81  15.8368
O  10.1235  9.9409  9.7148
O  -4.7212  12.3048  18.6293
O  -1.9795  2.5418  15.4455
O  8.3292  6.9082  15.0127
O  3.5527  -5.7977  13.0538
O  15.5328  4.2796  15.5654
O  9.4006  9.8555  21.3492
O  6.389  10.9631  16.5144
O  4.5429  6.8528  18.7343
O  10.0157  4.5416  9.8856
O  -0.3902  16.986  19.0421
O  1.2333  14.9367  19.1786
O  -0.0506  8.5728  18.1466
O  -2.9053  2.3604  12.8527
O  4.885  2.2585  17.0279
O  2.6627  8.6811  18.1677
O  13.7745  -1.3822  12.0465
O  7.6009  16.7195  20.1149
O  6.1025  0.6493  13.99
O  11.371  2.4737  20.7785
O  -2.3538  1.1713  19.9069
O  13.8964  7.6102  22.7645
O  -2.8273  4.8483  16.4208
O  1.2478  8.1016  15.9494
O  2.0239  6.9555  11.838
O  4.8747  -1.4525  14.9713
O  7.5366  9.4251  14.6393
O  5.0268  -3.7857  16.1634
O  3.9317  11.5494  12.3953
O  17.8649  1.6955  11.6671
O  3.4315  7.5973  14.0061
O  19.4286  8.8777  10.3466
O  -4.3215  8.3435  20.6257
O  7.4579  3.1536  20.407
O  13.5564  11.7974  10.6865

Results
free energy: -144629.734 eV
free energy less fixed offsets of O -568.88, Si -635.61 eV per atom: 4.136 eV

Forces (eV/angstrom), in the order of the atoms: element, x, y, z
Si  0.0165  -0.003  -0.0235
Si  0.001  0.0144  -0.0242
Si  -0.0082  -0.0098  -0.0024
Si  -0.0382  -0.0314  -0.0241
Si  0.0258  -0.0052  -0.0116
Si  -0.0217  0.0175  -0.0503
Si  0.0055  -0.0232  -0.0083
Si  -0.0072  -0.0033  -0.0205
Si  -0.0198  -0.0025  -0.0431
Si  -0.0423  -0.0182  -0.0173
Si  0.0062  -0.006  -0.0364
Si  0.0275  0  -0.0681
Si  -0.0005  -0.01  0.0164
Si  0.0099  -0.0195  0.001
Si  0.0305  0.0167  -0.0017
Si  -0.0022  0.0001  0.0017
Si  0.0249  0.017  0.0087
Si  0.0081  0.0171  0.0349
Si  0.0121  -0.0045  0.0216
Si  0.0285  -0.0158  0.0078
Si  0.0026  0.0085  0.009
Si  0.0339  0.019  0.0225
Si  0.005  0.0098  0.0015
Si  0.0391  -0.0011  0.0212
Si  -0.0127  -0.0058  0.0082
Si  -0.0102  -0.0208  -0.0136
Si  -0.0092  -0.0128  -0.0064
Si  0.0009  0.017  -0.0071
Si  0.0018  0.0159  0.0111
Si  -0.0143  0.0199  0.0034
Si  -0.0023  -0.0082  -0.0037
Si  -0.0067  -0.0274  -0.0115
Si  -0.0004  -0.0016  -0.0036
Si  -0.0153  0.016  -0.011
Si  -0.0054  0.0101  -0.0055
Si  -0.0082  0.0223  -0.0081
Si  -0.0881  -0.0206  0.019
Si  -0.0751  -0.0746  -0.1382
Si  -0.0481  -0.0366  0.0592
Si  -0.1485  -0.0589  -0.0356
Si  -0.0233  -0.0101  0.0159
Si  -0.0009  -0.0977  -0.1235
Si  -0.0674  -0.0713  -0.0076
Si  -0.0117  -0.0635  -0.0487
Si  -0.1097  -0.0506  -0.0886
Si  -0.1092  -0.1362  0.0591
Si  -0.098  -0.0451  0.1002
Si  -0.0128  -0.0937  0.0312
Si  -0.0241  0.1304  0.0919
Si  0.018  0.0079  0.0462
Si  0.0121  0.1391  0.0795
Si  -0.0083  0.0092  -0.0427
Si  0.0055  0.0205  -0.0893
Si  -0.0075  -0.008  -0.066
Si  -0.0099  0.0099  -0.0515
Si  -0.0028  -0.0906  -0.0932
Si  0.0175  0.0938  -0.0265
Si  -0.0042  -0.0113  0.0185
Si  -0.0089  -0.07  0.0475
Si  0.0223  -0.1351  0.0285
Si  0.0345  -0.0452  0.162
Si  0.1054  -0.0192  -0.2044
Si  0.1012  -0.1656  0.0482
Si  -0.0517  0.134  0.0261
Si  0.1101  0.0893  -0.2649
Si  0.0715  0.0826  0.2603
Si  -0.0135  0.2438  -0.2658
Si  0.1525  0.2416  -0.0517
Si  0.0229  0.1246  0.0379
Si  0.0559  0.0209  0.3033
Si  0.0598  -0.0525  -0.1144
Si  0.1582  -0.1437  0.0541
Si  -0.0213  -0.0343  0.0406
Si  0.001  -0.0342  0.0452
Si  0.0166  -0.0112  0.037
Si  -0.0126  0.0083  0.0055
Si  -0.0038  -0.0108  -0.038
Si  0.0355  0.0131  -0.0342
Si  -0.0066  -0.0039  0.0017
Si  -0.0375  -0.029  0.0453
Si  -0.001  -0.0026  0.003
Si  0.0201  0.0252  0.0064
Si  0.027  0.0215  0.0305
Si  0.0023  0.0229  0.006
Si  -0.003  -0.0512  -0.0548
Si  0.0237  0.0369  0.1204
Si  -0.0314  0.0117  0.0155
Si  0.032  0.0022  -0.0255
Si  -0.1013  0.036  -0.0447
Si  0.0211  0.0515  -0.0095
Si  -0.0839  -0.0124  0.0067
Si  -0.0174  -0.0059  0.0115
Si  -0.0556  -0.0017  -0.0479
Si  0.0593  0.0251  -0.0248
Si  -0.0105  -0.0047  0.0094
Si  -0.007  0.0071  -0.0234
Si  -0.0487  -0.0137  0.0921
Si  -0.0719  -0.0177  0.0062
Si  0.0158  0.019  0.1455
Si  -0.0168  -0.0354  0.0415
Si  -0.0042  0.0948  -0.0293
Si  -0.0056  0.0379  0.0533
Si  -0.0094  -0.0407  0.0324
Si  0.1205  -0.2446  0.1587
Si  -0.0126  -0.0009  0.1248
Si  -0.022  0.1303  -0.0786
Si  -0.0113  0.1012  -0.0032
Si  0.0483  0.0418  0.0511
O  -0.0026  -0.0596  -0.0212
O  -0.0147  0.0201  -0.0081
O  0.0641  -0.0608  -0.1722
O  -0.0421  0.069  -0.0712
O  0.0515  -0.0626  -0.0997
O  0.0046  0.0071  -0.0498
O  0.0011  0.0166  -0.0842
O  -0.0218  0.0017  -0.0228
O  -0.0035  -0.0144  -0.0411
O  -0.002  0.0176  -0.0925
O  -0.0309  -0.0347  -0.0081
O  -0.0324  -0.038  -0.0891
O  0.0013  0.0244  -0.0245
O  -0.0154  0.0218  0.0632
O  0.0003  -0.0088  0.0604
O  0.0391  -0.0015  0.038
O  0.0075  -0.0086  0.0025
O  0.0356  0.0049  0.0556
O  -0.0186  0.0101  0.0383
O  -0.0029  0.0081  0.034
O  0.0093  -0.0028  0.0513
O  0.014  -0.0228  0.0268
O  0.0097  0.0177  -0.011
O  -0.0141  -0.0021  0.0211
Si  -0.0151  0.0328  0.0364
Si  0.0003  0.0361  0.0927
Si  -0.0247  0.0252  0.0356
Si  -0.0144  -0.0006  0.0305
Si  -0.032  -0.0219  -0.1236
Si  0.0039  0.008  0.0336
Si  0.0178  -0.0223  0.0366
Si  0.0387  -0.0603  -0.034
Si  0.0043  -0.0263  0.0248
Si  0.0226  -0.016  -0.0197
Si  -0.0213  -0.0066  0.0429
Si  -0.0001  -0.0272  -0.1155
Si  0.0367  0.0031  -0.0749
Si  -0.0055  -0.0272  0.0638
Si  0.0316  0.0265  -0.1145
Si  0.007  -0.0235  0.0299
Si  0.019  0.0058  0.0802
Si  -0.0297  0.0339  -0.015
Si  0.0221  0.0138  0.057
Si  -0.0261  -0.0541  -0.0978
Si  -0.0086  0.0004  -0.1334
Si  0.0502  -0.0151  -0.0851
Si  0.0074  -0.0119  0.0753
Si  0.005  0.036  -0.0225
Si  0.0047  -0.0591  0.052
Si  0.0186  -0.0111  0.0926
Si  -0.0061  -0.0111  0.0366
Si  -0.0466  0.0233  -0.0578
Si  0.0013  -0.0264  0.0493
Si  -0.0154  0.0016  -0.0725
Si  -0.0001  -0.0155  0.0117
Si  -0.04  0.0115  0.1474
Si  0.0119  0.0904  0.0378
Si  -0.0494  -0.0126  0.0656
Si  -0.0338  -0.0374  -0.0153
Si  0.0011  0.0298  0.0842
Si  0.046  -0.0103  -0.1013
Si  0.0084  0.0133  -0.041
Si  -0.0246  -0.0129  -0.0183
O  0.0026  0.0046  -0.0573
O  0.0023  -0.005  -0.0191
O  -0.0183  0.0042  -0.0308
O  -0.0045  0.0149  0.092
O  0.0065  0.0062  -0.0325
O  0.0082  0.0057  -0.0555
O  0.0005  -0.0147  -0.0323
O  0.0145  -0.0031  -0.0321
O  -0.0281  0.0112  0.0111
O  -0.0284  0.0076  0.0524
O  -0.0028  -0.0071  0.0691
O  0.0161  0.0297  0.0464
O  0.0035  0.0073  -0.0134
O  -0.0034  0.0189  -0.026
O  -0.0113  0.0122  0.0031
O  0.0159  0.024  0.0583
O  0.0109  0.0063  0.0788
O  0.0145  0.0089  -0.0095
O  0.0217  0.0092  0.081
O  0.0078  -0.0033  -0.0546
O  -0.002  0.0116  -0.052
O  -0.0002  -0.0016  0.0509
O  -0.0168  0.0042  0.0093
O  -0.0083  0.0121  -0.0206
O  0.018  -0.0127  -0.0058
O  -0.0199  -0.0031  -0.0087
O  0.0026  0.0046  -0.0614
O  -0.0042  -0.0347  0.0245
O  0.0241  0.0082  0.0692
O  -0.006  0.0085  -0.0435
O  -0.001  0.0152  -0.0257
O  0.0048  -0.011  -0.0629
O  -0.016  0.0075  -0.0106
O  -0.0111  0.0084  -0.017
O  0.0037  -0.0013  0.0124
O  -0.0037  0.0138  -0.0198
O  0.0085  -0.0008  -0.0232
O  -0.0255  0.0341  0.0732
O  -0.0038  -0.0162  -0.0148
O  0  0.01  0.0317
O  0.0389  0.0038  -0.0713
O  0.0164  0.0145  0.0291
O  0.0333  -0.0035  0.0104
O  0.0117  0.0147  0.0124
O  0.0228  0.0175  -0.0087
O  0.0162  -0.0078  0.0001
O  0.0128  0.0073  0.0138
O  -0.0038  0.0086  -0.0308
O  -0.0057  -0.0242  0.0757
O  0.0057  -0.006  -0.008
O  0.0137  -0.0046  0.0701
O  0.0041  0.01  0.0429
O  -0.0105  0.0219  0.04
O  0.0062  0.0021  -0.0162
O  0.0046  -0.0268  -0.0488
O  0.0118  -0.0171  0.0028
O  -0.0022  -0.0018  -0.0123
O  0.0038  0.0044  -0.0009
O  -0.0112  0.0078  -0.0213
O  0.0022  0.015  -0.0103
O  0.0017  0.0071  -0.0065
O  -0.0013  0.0089  -0.0082
O  -0.0245  0.0009  -0.0315
O  0.0105  0.0214  0.0784
O  -0.0125  -0.013  0.0462
O  -0.0165  -0.0079  -0.0566

The program warned: the cutoff lies below the one the program advises for these potential files; the forces do not sum to zero within the program's tolerance; the exchange-correlation potential is rough where the density is thin.
